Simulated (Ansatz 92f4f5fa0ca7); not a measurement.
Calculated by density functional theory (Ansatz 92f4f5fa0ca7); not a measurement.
Periodic cell of 158 atoms, Si96O58N4, from a study of silicon, its oxide and their interface. The atomic structure is a simulated model.

Settings
functional: r2SCAN
potential files: Ansatz norm-conserving
basis: plane waves
wave-function cutoff: 1300 eV
density cutoff ratio: 4
exchange-correlation grid ratio: 1
k mesh: 2 x 2 x 1, shifted by 0.5 0.5 0.5 of a step
self-consistency stop: 5e-08 eV per atom in the density residual
occupations: Fermi-Dirac, 0.05 eV
spin: none
net charge: 0

Cell vectors (angstrom)
a	10.9176	-0.0709	0.0493
b	-0.0709	10.9694	0.0243
c	0.1029	0.0507	22.805

Atoms: element, x, y, z (angstrom)
Si	0.8902	-0.6416	-0.1626
Si	3.1899	2.3555	0.1227
Si	-0.4563	5.5943	-0.3334
Si	2.9313	9.0558	-0.4019
Si	5.3921	0.3157	0.0582
Si	7.9945	2.9834	-0.1379
Si	5.8579	5.175	0.2253
Si	8.9012	7.4398	-0.3336
Si	1.466	1.2255	1.4252
Si	4.2402	4.0083	1.4902
Si	1.3386	6.5915	0.8479
Si	4.144	9.696	1.3547
Si	6.9257	1.4305	1.3452
Si	9.5659	4.0344	1.3607
Si	6.8066	6.6194	1.8293
Si	10.0739	9.0569	0.9862
Si	0.0364	2.7284	2.6064
Si	2.9445	-0.2739	2.8194
Si	0.1571	7.9537	2.7143
Si	2.6319	5.4889	2.5478
Si	5.4991	2.7045	2.9071
Si	8.2326	0.1064	2.6915
Si	5.3916	8.275	2.7596
Si	8.2375	5.2244	3.0339
Si	1.2278	4.2781	3.9931
Si	3.9775	1.4085	4.1201
Si	1.2183	9.5992	4.0929
Si	3.894	6.8605	3.963
Si	6.7474	3.9873	4.3356
Si	9.7006	1.3848	4.0796
Si	6.8116	9.5826	4.1368
Si	9.5765	6.8451	4.1255
Si	-0.0139	0.0108	5.3988
Si	2.506	2.8148	5.5148
Si	-0.1128	5.5183	5.6349
Si	2.6196	8.3533	5.5338
Si	5.3175	-0.0495	5.4512
Si	8.2285	2.5104	5.653
Si	5.2716	5.4526	5.4528
Si	8.1692	8.0994	5.3882
Si	1.3561	1.3071	6.7449
Si	3.9245	4.1559	6.8568
Si	1.3598	6.8861	6.8918
Si	3.9683	9.6001	7.0454
Si	6.7997	1.2788	6.8618
Si	9.5058	3.8967	6.9488
Si	6.7159	6.8394	6.8643
Si	9.4945	9.5684	6.8452
Si	-0.0665	2.6066	8.3139
Si	2.598	-0.0144	8.3629
Si	-0.2412	8.155	8.3013
Si	2.5979	5.6142	8.3498
Si	5.4001	2.7746	8.063
Si	8.09	-0.1236	8.3749
Si	5.3064	8.1786	8.2274
Si	8.2135	5.5075	8.2668
Si	1.345	4.0512	9.6505
Si	4.0366	1.4633	9.3483
Si	1.0759	9.6813	9.6411
Si	4.0372	6.9841	9.6591
Si	6.8499	3.9863	9.5335
Si	9.4196	1.3269	9.6941
Si	6.7783	9.2051	9.6859
Si	9.5924	6.7729	9.8495
Si	-0.4361	-0.2288	11.0488
Si	3.1895	3.1399	10.6971
Si	-0.3009	5.138	11.0493
Si	2.7401	8.5867	10.8743
Si	5.0876	-0.3388	10.6185
Si	8.2699	2.8869	10.9558
Si	5.6339	5.0889	11.223
Si	8.3461	8.2932	11.2412
Si	-0.544	2.6826	17.4742
Si	1.1202	5.9721	15.7657
Si	0.4124	8.5539	15.6069
Si	-0.9673	11.2382	15.8539
Si	6.0745	1.8692	12.8993
Si	8.1134	4.4041	15.9502
Si	2.8189	9.3398	17.4803
Si	7.2462	6.2191	13.6385
Si	2.0935	-0.2671	19.9976
Si	4.6094	4.1994	18.8274
Si	3.1835	13.6738	12.9287
Si	1.2522	7.098	13.313
Si	11.8614	4.2377	13.5915
Si	11.7772	1.2344	13.5711
Si	2.0329	14.7655	17.7202
Si	7.3307	5.1648	18.4596
Si	5.874	-0.8557	17.3582
Si	-3.6458	1.3718	15.5739
Si	6.511	7.2335	20.7492
Si	5.0407	9.7641	20.3691
Si	13.6149	2.7757	20.3054
Si	9.5857	3.737	20.15
Si	4.5198	7.1673	18.6998
Si	17.5623	7.1353	16.5689
O	0.705	-0.4085	20.9102
O	-1.8671	-0.8456	1.5872
O	1.7089	5.3295	17.1295
O	2.3654	3.1801	21.7974
O	-0.332	4.7328	21.0493
O	3.7235	3.6016	17.5182
O	5.2739	6.8329	17.2889
O	16.4359	10.3356	19.0166
O	5.9783	-0.5242	21.5077
O	4.1725	1.3172	-0.6301
O	6.81	4.0678	-0.4785
O	8.9361	2.7372	21.2667
N	5.2232	19.1023	19.9437
O	7.9807	7.7891	21.2329
O	7.9105	7.3937	0.9543
O	-1.6842	-1.2588	11.5449
O	0.2326	0.305	12.4355
O	5.6262	0.7379	11.7812
O	4.1525	5.665	19.2427
O	-1.5649	4.1292	11.4646
N	0.5938	5.6226	12.5313
O	2.2604	7.8174	12.2794
O	5.3913	6.6394	10.6077
O	3.9177	-1.2801	11.3511
O	3.127	7.9949	18.3523
O	13.5115	3.9658	13.5275
O	7.448	2.5855	12.3637
O	2.1816	6.6102	14.661
O	6.0699	5.4494	12.7245
O	7.9276	7.3197	12.5664
O	6.6742	7.1514	14.8903
O	6.5705	0.5147	16.808
O	-3.6721	3.0459	15.7276
O	10.1304	9.554	15.9692
O	1.8262	9.1645	16.1686
O	0.273	8.169	14.0178
O	4.7364	13.7744	13.3701
O	0.9045	13.7614	17.0156
O	8.6656	0.7414	15.2083
O	8.2545	5.1	14.4317
N	7.6932	5.7871	16.9386
O	9.9876	11.9586	17.3057
O	-4.5984	1.1285	14.2368
O	0.0996	7.1497	16.2903
O	4.0902	4.4547	11.1954
O	11.1962	11.8091	15.0237
O	1.8778	3.8828	19.2794
O	-0.5268	2.8775	19.0547
O	4.2598	9.8833	16.8965
O	-1.4424	3.7752	16.6328
O	0.2441	13.8097	13.1373
O	2.4622	12.2762	13.4441
O	5.6739	6.3737	21.8705
O	4.2713	3.3097	20.0936
O	13.4345	1.2276	19.915
O	11.2989	4.6489	15.0295
O	7.0327	-4.6435	19.4887
N	14.3422	-1.1681	20.8384
O	1.8888	10.2263	18.4725
O	6.7629	8.8627	16.867
O	17.0053	3.9978	18.2887
O	8.5266	4.3292	19.1398

Results
free energy: -39384.667 eV
free energy less fixed offsets of N -289.75, O -463.61, Si -117.95 eV per atom: -13.087 eV
pressure: -1.94 GPa
stress xx, yy, zz, yz, xz, xy (GPa, positive in tension): 1.36, 2.48, 1.98, 1.24, 0.37, -0.23

Forces (eV/angstrom), in the order of the atoms: element, x, y, z
Si	0.6407	0.1819	-0.6194
Si	-1.7991	0.9437	1.8772
Si	-1.0476	-0.4827	-0.5104
Si	-3.213	-0.1215	-0.4471
Si	-1.247	-0.4855	-1.2399
Si	0.9902	0.1989	0.616
Si	-0.7488	1.0941	0.9383
Si	0.8158	0.3805	0.8831
Si	1.1193	-0.8739	-0.8852
Si	-0.7591	0.2346	-0.854
Si	1.034	1.1505	0.4813
Si	1.9592	-0.6381	-0.1298
Si	-0.2587	0.7652	-0.3888
Si	-0.8112	0.2936	-0.0434
Si	-0.6328	-1.0336	0.1849
Si	0.0508	0.0778	-0.2828
Si	0.7126	0.4407	-0.1864
Si	-2.4559	2.2235	0.5148
Si	0.5855	0.3166	-1.5393
Si	0.3077	-0.5956	-0.7319
Si	0.3218	-0.4736	-0.7932
Si	0.5659	-1.6055	-0.0861
Si	0.2447	-0.7388	0.0612
Si	0.0591	0.2427	-0.1689
Si	-0.0388	-0.7648	0.79
Si	0.1346	-0.4754	0.6205
Si	0.9897	-0.9227	-0.1516
Si	0.4357	0.8528	1.1042
Si	1.0295	-0.373	0.6753
Si	-1.4624	-0.3074	0.3661
Si	-0.5761	0.6107	-0.1549
Si	-0.003	-1.7761	0.5775
Si	-0.0179	-0.0091	-0.0644
Si	0.9468	0.5758	-1.3361
Si	0.4296	-0.1253	-1.036
Si	0.0497	-1.0189	-0.2286
Si	0.8226	0.3135	0.667
Si	-0.1326	0.8582	-1.6543
Si	0.2603	0.571	-0.0138
Si	-0.6424	1.2833	1.2337
Si	-0.8034	-0.452	1.5825
Si	-0.2433	0.322	0.3572
Si	-1.0326	0.6093	0.2763
Si	-0.1646	0.6361	-1.0973
Si	-0.8683	-1.1552	0.6297
Si	0.3812	1.2061	0.7591
Si	0.1086	-0.3918	-0.4998
Si	-1.096	-0.5659	0.6918
Si	1.1208	0.4568	-0.8466
Si	-0.4261	0.8356	-1.794
Si	1.8596	0.8564	-1.1138
Si	0.7444	-1.1631	0.0479
Si	0.7147	-0.1491	-0.1881
Si	-0.1041	-0.2102	-0.7582
Si	0.9643	-0.1599	-0.9054
Si	-0.5183	-0.4454	0.2045
Si	-0.9969	0.1432	-0.332
Si	0.5112	-0.9453	0.4135
Si	-0.5435	-0.8257	0.4062
Si	-0.1525	0.278	0.4155
Si	-0.2502	0.5177	-0.1622
Si	0.1222	-1.2714	0.8491
Si	-0.5773	1.5131	0.5123
Si	-1.0411	-0.1486	0.0323
Si	-0.5171	0.0184	0.1308
Si	-0.4165	-0.4078	0.4267
Si	0.706	-0.2099	0.4959
Si	0.1944	-1.0598	1.0227
Si	0.4181	1.3257	1.2333
Si	0.4835	1.082	1.0357
Si	-1.5207	1.2984	-1.0729
Si	-0.6427	-1.861	0.2507
Si	-0.6639	-1.0832	-1.1246
Si	0.1251	-1.5855	1.7722
Si	-0.3864	1.9151	0.2897
Si	1.3214	0.6529	-0.3502
Si	-0.2516	-2.1739	0.7825
Si	1.3996	-1.5417	-1.2478
Si	-0.445	-0.3746	-1.2014
Si	0.1943	0.2569	-0.1572
Si	-0.0493	0.3003	0.4506
Si	-0.4007	-1.1032	-2.3047
Si	0.1421	-1.3054	0.0031
Si	1.7449	-0.7862	-1.1308
Si	0.9428	-1.9382	-0.5338
Si	1.0188	1.2918	-1.3515
Si	-0.9579	1.6403	-2.1577
Si	-0.7326	-0.9562	1.628
Si	-0.1877	0.6326	0.0678
Si	-3.1224	2.549	-2.2239
Si	-0.2879	-0.7997	-0.0501
Si	-1.2016	-0.0111	-1.764
Si	0.2762	0.6555	-0.0511
Si	1.3765	-1.0522	1.1912
Si	-1.7688	0.0692	0.1711
Si	0.3651	0.3341	-1.0535
O	1.575	0.0227	0.7534
O	-0.9603	1.2427	0.6472
O	0.6469	-0.8669	-0.2689
O	0.0341	-0.3892	-0.0754
O	-0.4908	0.6701	-0.3631
O	-0.9314	0.1298	0.618
O	-0.143	0.3948	0.1614
O	0.575	0.8769	-0.4528
O	0.4446	0.3194	1.3343
O	1.7668	-0.8526	0.8799
O	0.6117	-0.2981	-0.5042
O	-1.3092	-0.1369	0.7078
N	1.2021	-0.8773	1.3124
O	-0.8296	0.2352	-0.1815
O	0.617	0.5985	-0.603
O	1.1401	0.4137	0.0469
O	-0.1039	-0.3074	-0.5698
O	0.3293	0.1962	0.3185
O	0.1362	2.0394	-0.0194
O	0.1945	0.1364	-0.7425
N	-0.758	1.2321	-0.5306
O	-0.3909	0.4081	-0.6032
O	-0.8967	-1.232	-0.0521
O	0.5	0.5563	-0.5663
O	0.9025	-0.4446	-0.3905
O	-1.9714	0.8604	1.4072
O	-0.623	-0.3547	-0.2755
O	-1.7284	-0.2804	-0.479
O	1.7988	0.2517	1.9255
O	0.0498	-0.0847	0.1147
O	-0.2484	-0.6306	-0.47
O	-0.4444	-0.9407	0.9563
O	0.4754	0.3288	0.4005
O	0.1228	0.5347	-0.0039
O	0.0028	-0.4955	0.0475
O	-0.0128	0.7435	-0.5161
O	0.8558	-0.3167	-0.8992
O	2.7797	1.1385	0.4917
O	1.6272	-1.2271	-0.4905
O	-1.1324	0.6066	-0.316
N	-0.5151	0.3941	-0.1856
O	-0.2613	0.9075	0.4728
O	1.0668	0.2225	0.4058
O	0.3172	-1.235	0.3004
O	1.3961	0.6473	-0.8765
O	-0.7725	-1.0394	1.1508
O	0.2259	-1.0616	1.1576
O	-0.1573	0.078	0.894
O	-0.7078	-0.1414	-0.1539
O	-0.6422	0.0469	-0.0458
O	0.6189	-0.1808	0.482
O	-1.5075	0.6384	0.3514
O	0.5613	0.0518	-0.2812
O	-0.2298	-1.1808	0.4879
O	-0.2791	0.4453	0.0295
O	0.5265	1.0586	0.7432
O	0.2816	-1.2801	-1.1151
N	0.0807	-0.4212	0.3905
O	0.3453	0.234	0.4276
O	0.0122	-0.9439	0.5966
O	1.5179	1.2475	1.0549
O	-0.8144	1.2571	0.2562
